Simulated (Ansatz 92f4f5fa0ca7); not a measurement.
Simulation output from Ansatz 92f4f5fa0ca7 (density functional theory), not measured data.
Periodic cell of 227 atoms, Si134O92H1, from a study of silicon, its oxide and their interface. The atomic structure is a simulated model.

Settings: functional PBE; potential files Ansatz PAW; basis plane waves; wave-function cutoff 700 eV; density cutoff ratio 5; exchange-correlation grid ratio 1; k mesh 2 x 2 x 1, shifted by 0.5 0.5 0.5 of a step; self-consistency stop 5e-08 eV per atom in the density residual; occupations fixed; spin none; net charge -1 e, with a uniform compensating background and no finite-size correction.

Cell vectors (angstrom)
a  10.938  0  0
b  0  10.938  0
c  0  0  32.3507

Atoms: element, x, y, z (angstrom)
Si  0.2262  -0.3597  24.9835
Si  5.5071  -0.3185  24.8127
Si  2.5756  2.8983  24.8561
Si  7.9966  3.1157  24.7008
Si  0.1745  5.0166  24.8183
Si  5.6625  5.3089  24.9555
Si  2.445  8.2539  25.0741
Si  7.8469  8.4441  24.7805
Si  1.389  1.3182  26.1793
Si  6.81  1.3648  25.9505
Si  4.0758  4.1033  26.2095
Si  9.5427  4.0162  26.2456
Si  1.2017  6.7001  26.2234
Si  6.8559  6.8497  26.2331
Si  4.0827  9.4685  26.2796
Si  9.4661  9.524  26.1818
Si  2.7569  -0.0093  27.5824
Si  8.1592  0.0533  27.4973
Si  0.0177  2.6767  27.5731
Si  5.4914  2.7055  27.5007
Si  2.7121  5.4692  27.574
Si  8.2381  5.4771  27.5773
Si  -0.0699  8.1798  27.5657
Si  5.4857  8.1678  27.6166
Si  4.1018  1.3673  28.9324
Si  9.5708  1.3673  28.9324
Si  1.3673  4.1018  28.9324
Si  6.8362  4.1018  28.9324
Si  4.1018  6.8362  28.9324
Si  9.5708  6.8362  28.9324
Si  1.3673  9.5708  28.9324
Si  6.8362  9.5708  28.9324
Si  0  0  30.2997
Si  5.469  0  30.2997
Si  2.7345  2.7345  30.2997
Si  8.2035  2.7345  30.2997
Si  0  5.469  30.2997
Si  5.469  5.469  30.2997
Si  2.7345  8.2035  30.2997
Si  8.2035  8.2035  30.2997
Si  1.3673  1.3673  31.6669
Si  6.8362  1.3673  31.6669
Si  4.1018  4.1018  31.6669
Si  9.5708  4.1018  31.6669
Si  1.3673  6.8362  31.6669
Si  6.8362  6.8362  31.6669
Si  4.1018  9.5708  31.6669
Si  9.5708  9.5708  31.6669
Si  2.7345  0  0.6835
Si  8.2035  0  0.6835
Si  0  2.7345  0.6835
Si  5.469  2.7345  0.6835
Si  2.7345  5.469  0.6835
Si  8.2035  5.469  0.6835
Si  0  8.2035  0.6835
Si  5.469  8.2035  0.6835
Si  4.1018  1.3673  2.0507
Si  9.5708  1.3673  2.0507
Si  1.3673  4.1018  2.0507
Si  6.8362  4.1018  2.0507
Si  4.1018  6.8362  2.0507
Si  9.5708  6.8362  2.0507
Si  1.3673  9.5708  2.0507
Si  6.8362  9.5708  2.0507
Si  0  0  3.418
Si  5.469  0  3.418
Si  2.7345  2.7345  3.418
Si  8.2035  2.7345  3.418
Si  0  5.469  3.418
Si  5.469  5.469  3.418
Si  2.7345  8.2035  3.418
Si  8.2035  8.2035  3.418
Si  1.3829  1.3663  4.7019
Si  6.8531  1.3754  4.775
Si  4.0972  4.1202  4.7677
Si  9.5652  4.1438  4.7937
Si  1.346  6.8568  4.8673
Si  6.8259  6.8768  4.7675
Si  4.0975  9.5612  4.7876
Si  9.5973  9.5482  4.8437
Si  2.7373  0.0375  6.0864
Si  8.2331  0.0605  6.1641
Si  0.0782  2.7683  6.0422
Si  5.5489  2.8099  6.1062
Si  2.7431  5.4704  6.1949
Si  8.2762  5.6215  6.1528
Si  0.0371  8.2239  6.3731
Si  5.4494  8.2111  6.1828
Si  3.9239  1.6418  7.3043
Si  9.9131  1.2322  7.373
Si  1.6324  3.8122  7.4732
Si  6.7153  4.4426  7.381
Si  4.367  6.5565  7.5116
Si  9.2596  7.1779  7.7279
Si  1.2111  9.9405  7.5605
Si  7.0056  9.4487  7.4402
O  5.521  5.4453  7.9186
O  0.021  0.087  7.9449
O  2.8063  2.7196  7.8484
O  8.1507  8.3745  7.9098
O  1.395  9.4509  24.6614
O  6.7512  4.1725  24.4814
O  6.6782  9.54  24.3278
O  1.4189  3.9958  24.4388
O  6.3429  10.0261  8.8417
O  0.9969  4.1863  8.9558
O  1.9514  9.5695  8.9888
O  7.573  4.0473  8.7394
O  9.4785  6.7262  9.3326
O  4.5298  0.9713  8.6667
O  3.7498  7.0383  8.9584
O  9.5301  2.1507  8.6872
O  4.5845  0.088  23.4993
O  8.7714  3.1568  23.2117
O  10.3979  5.266  23.3499
O  5.1831  6.0762  23.5777
O  8.4264  7.802  23.3839
O  3.2828  2.3631  23.4579
O  2.9138  7.4545  23.7228
O  10.5996  0.0503  23.4855
Si  -0.4233  9.1333  12.4068
Si  9.1076  2.6765  14.8186
Si  4.1456  12.0727  14.3913
Si  -0.0032  11.5998  13.6943
Si  10.372  4.822  16.7306
Si  2.2  4.7849  15.0334
Si  11.1155  3.756  19.6409
Si  3.501  0.9643  22.6245
Si  2.0786  9.4987  10.6143
Si  0.1909  -3.0064  20.7796
Si  7.4744  2.5738  19.9184
Si  8.2027  2.7157  9.427
Si  4.6405  -0.414  11.8351
Si  8.7387  6.9656  10.8006
Si  1.3769  4.2808  10.5411
Si  5.0652  11.4009  20.0201
Si  11.4738  -0.2475  22.1235
Si  3.4085  6.7577  10.5347
Si  9.3823  4.4278  22.33
Si  3.5384  7.4855  15.5102
Si  4.8306  3.3603  16.0403
Si  9.3688  4.1183  11.9026
Si  -0.7201  0.9854  19.4617
Si  15.7253  0.7774  17.1658
Si  6.4834  4.8499  17.8932
Si  0.9595  -1.7578  14.9694
Si  12.8157  2.6655  12.7533
Si  2.202  5.687  20.6457
Si  15.1798  6.6863  18.5573
Si  6.5226  -2.6052  14.6178
Si  5.5817  8.4007  20.6578
Si  8.3737  7.1234  16.941
Si  5.9796  7.6197  11.6997
Si  7.4695  0.1875  15.6252
Si  8.2994  7.1974  21.8618
Si  3.9708  6.7391  22.7293
Si  5.8931  0.5452  9.4225
Si  9.7834  -1.2124  17.2512
O  9.5366  7.7261  20.9601
O  6.0072  15.3929  16.3393
O  11.6223  -1.8282  21.7832
O  7.2595  14.5875  18.6169
O  5.6623  10.015  20.6483
O  8.8438  -0.2701  16.3231
O  7.0984  1.5711  9.1817
O  0.9623  -4.3746  21.216
O  6.6856  -3.3519  13.1677
O  12.6101  4.257  20.0944
O  0.512  -2.7008  19.2071
O  0.6196  9.6891  11.283
O  -1.4639  8.151  11.6577
O  1.727  4.0298  13.6605
O  5.2546  9.0577  11.5628
O  3.2871  5.5332  21.8539
O  7.1713  7.3985  10.6018
O  4.3083  0.1088  18.5781
O  -0.5572  10.6771  18.4221
O  2.043  0.288  22.4224
O  -1.0747  10.5366  13.0153
O  4.7364  -0.0147  13.4031
O  7.5134  7.5544  15.6301
O  3.8169  0.4465  15.8545
O  -2.21  -5.3344  11.7022
O  4.7347  13.3367  17.3548
O  2.2514  3.0586  11.2089
O  2.6208  8.0535  11.0945
O  9.1421  3.5869  13.4372
O  5.1218  -3.0252  19.1679
O  9.6781  6.2697  16.4697
O  5.0908  5.2999  18.6549
O  9.377  3.6753  16.0867
O  -0.5851  1.6314  14.8461
O  6.9817  -11.9583  14.5958
O  2.4182  8.6438  15.3869
O  6.301  11.2452  16.7577
O  10.9211  4.3175  11.4031
O  14.7116  -3.8933  17.0519
O  5.604  0.6005  11.0128
O  6.9818  7.7333  21.0966
O  7.7937  1.6754  14.9464
O  10.1584  14.8506  20.9769
O  1.1617  10.7099  14.415
O  2.3444  5.5635  10.7282
O  13.8495  6.2206  14.6653
O  11.8284  4.8997  15.9929
O  0.2848  8.3648  13.6887
O  4.4677  7.9253  21.7444
O  10.9712  9.1406  16.2962
O  0.5662  12.6385  12.5774
O  8.5783  3.033  10.9674
O  10.647  0.4749  20.9468
O  10.5682  4.6108  18.3471
O  8.7232  1.5669  19.3847
O  2.8512  6.5228  19.3946
O  11.2665  -8.7269  19.1448
O  6.2211  12.4381  19.6763
O  14.2778  3.9737  15.852
O  8.268  5.561  21.9169
O  4.7874  6.5184  11.4023
O  4.9417  8.1107  14.981
O  -2.0716  8.4566  17.7543
O  5.1411  13.3532  14.7198
O  3.1225  -0.3358  11.2224
O  7.4268  -4.7538  17.8644
O  4.0733  1.159  21.1191
O  13.8811  1.7555  13.5286
H  1.3608  -3.0703  18.9059

Results
free energy: -137536.106 eV
free energy less fixed offsets of H -17.10, O -569.03, Si -635.61 eV per atom: 3.494 eV

Forces (eV/angstrom), in the order of the atoms: element, x, y, z
Si  0.0065  -0.0161  -0.0741
Si  -0.0167  -0.0171  -0.0564
Si  0.0043  0.0068  -0.0635
Si  0.0265  0.0558  -0.1154
Si  -0.0062  -0.0093  -0.0745
Si  0.0146  -0.0161  -0.0772
Si  0.0167  0.0204  -0.0541
Si  -0.0065  0.0008  -0.0655
Si  -0.0003  0.0129  0.0027
Si  0.0115  0.0086  0.0183
Si  0.0242  -0.0009  -0.0014
Si  0.017  0.0312  0.0051
Si  -0.0057  -0.0321  0.0094
Si  0.0089  0.0303  0.0031
Si  -0.0132  0.003  -0.027
Si  -0.0083  -0.0053  -0.006
Si  -0.0159  -0.0009  0.0098
Si  -0.0133  0.0006  0.0215
Si  0.007  0.0159  0.015
Si  0.0193  -0.0182  0.016
Si  -0.008  -0.0051  0.0128
Si  -0.0064  -0.0202  0.0124
Si  0.0061  0.0029  0.0104
Si  0.0167  0.0132  0.0098
Si  0.2645  0.0363  -0.1088
Si  -0.1901  -0.2018  -0.0789
Si  -0.0311  -0.1788  0.0095
Si  0.0045  -0.1178  -0.3451
Si  -0.1856  -0.1704  0.2042
Si  -0.1002  -0.0358  0.4771
Si  -0.1756  -0.1374  -0.2341
Si  0.0704  0.2989  -0.1351
Si  -0.117  -0.1007  0.0041
Si  -0.0004  0.0032  0.0188
Si  -0.0068  0.0456  0.0049
Si  0.0159  0.0132  -0.0041
Si  -0.0207  0.0027  0.0199
Si  -0.11  -0.0682  0.0083
Si  -0.0123  -0.0478  0.02
Si  0.0584  0.0053  0.0253
Si  0.0517  0.0033  -0.0249
Si  0.0085  -0.003  -0.0296
Si  0.012  -0.0221  0.0028
Si  -0.0045  -0.0024  -0.0227
Si  0.0118  -0.0147  -0.0195
Si  -0.0156  0.045  -0.0238
Si  -0.0033  0.0416  -0.0225
Si  0.0237  -0.0218  0.0066
Si  0.0085  -0.0367  0.0305
Si  -0.056  0.0408  0.0133
Si  -0.0127  0.0086  0.0347
Si  0.0214  -0.0392  0.018
Si  -0.0136  0.0156  0.0165
Si  0.0106  -0.0132  0.0298
Si  -0.0015  -0.0002  0.0245
Si  -0.0475  -0.0066  0.0315
Si  0.0086  0.0861  -0.0398
Si  0.0013  -0.0277  -0.0027
Si  0.0913  0.0228  -0.0094
Si  -0.0074  0.0064  -0.0258
Si  0.0187  -0.0384  -0.0047
Si  0.0203  0.0286  -0.0051
Si  -0.0378  -0.0052  -0.0217
Si  0.1001  0.069  -0.0221
Si  -0.1631  -0.3089  -0.0626
Si  0.0317  -0.0337  0.1215
Si  0.2841  0.1361  -0.3913
Si  0.0841  0.2003  0.049
Si  0.1026  0.2568  0.2303
Si  0.025  0.1186  -0.0785
Si  -0.2097  -0.1013  0.2897
Si  0.1663  0.2447  0.0488
Si  -0.0015  -0.0073  -0.0042
Si  0.0088  -0.0021  -0.0115
Si  -0.0006  0.0077  -0.008
Si  -0.0048  0.0126  -0.0072
Si  -0.0072  0.0151  -0.0235
Si  0.0013  -0.0009  -0.0154
Si  0.0037  -0.0102  -0.0116
Si  0.006  -0.0084  -0.0138
Si  -0.0008  -0.0199  0.0119
Si  -0.0036  0.0051  -0.006
Si  -0.0022  0.0135  -0.0049
Si  -0.0013  0.0007  -0.0035
Si  -0.0184  -0.0077  -0.0084
Si  0.0114  -0.022  -0.0037
Si  -0.0023  -0.012  -0.0274
Si  -0.0173  0.0017  0.0024
Si  -0.0229  0.0044  0.0479
Si  0.0237  -0.0058  0.0538
Si  0.0117  -0.035  0.061
Si  -0.0107  0.0178  0.058
Si  0.0174  -0.0154  0.0605
Si  -0.0442  0.0118  0.0702
Si  -0.0006  0.0311  0.0646
Si  0.0035  -0.0075  0.0504
O  -0.0019  0.009  0.0193
O  0.0101  0.0003  0.018
O  -0.0017  0.0085  0.0189
O  0.0052  -0.0043  0.0162
O  -0.0081  -0.0127  -0.0298
O  -0.0154  0.0048  -0.018
O  0.0089  -0.0128  -0.0226
O  0.0053  -0.001  -0.0187
O  0.0138  0.0042  -0.023
O  0.0119  -0.0017  -0.0351
O  -0.0237  0.0021  -0.0225
O  -0.0079  -0.0123  -0.0188
O  -0.0043  0.0092  -0.0327
O  0.0107  0.0075  -0.0146
O  0.0137  -0.0121  -0.0171
O  -0.0045  -0.011  -0.0177
O  0.0309  0.0039  0.0418
O  -0.0161  -0.0015  0.1002
O  0.0256  -0.0127  0.0702
O  -0.0076  -0.0197  0.0362
O  -0.026  0.0243  0.0473
O  -0.0329  -0.0004  0.0468
O  -0.0017  0.0204  0.0372
O  0.0342  -0.0164  0.051
Si  -0.0025  0.0075  0.0312
Si  -0.0104  0.0004  0.0383
Si  0.0081  0.0073  0.0319
Si  -0.0021  0.0072  0.0203
Si  -0.0141  -0.0035  0.0282
Si  0.0025  0.0003  0.0233
Si  -0.0319  -0.0224  0.0132
Si  0.005  -0.0012  -0.0699
Si  -0.0047  0.0095  0.0353
Si  -0.0022  -0.0013  -0.0154
Si  0.0162  0.1135  0.253
Si  -0.0088  -0.0064  0.026
Si  0.0041  0.0056  0.0343
Si  -0.0136  0.0067  0.0413
Si  -0.0001  -0.0109  0.0365
Si  0.0924  0.0736  -0.0464
Si  -0.0084  0.013  -0.0548
Si  0.0056  -0.0043  0.0317
Si  -0.0634  -0.0547  -0.129
Si  0.0032  -0.006  0.0162
Si  0.0255  0.01  0.0339
Si  -0.001  -0.0083  0.0392
Si  -0.108  0.0515  -0.0224
Si  0.0112  0.0066  0.048
Si  0.0567  -0.0932  0.0563
Si  -0.0002  -0.0001  0.0271
Si  0.0017  -0.0061  0.0251
Si  -0.0046  -0.0186  -0.0237
Si  0.0197  -0.0228  0.0037
Si  0.0086  0.0053  0.0259
Si  0.0067  0.0294  -0.0259
Si  -0.0064  -0.0141  0.027
Si  0.0098  0.0007  0.0274
Si  -0.0028  0.0075  0.0257
Si  -0.0057  -0.0433  -0.0531
Si  -0.0038  -0.0039  -0.048
Si  0.0059  0.0119  0.0224
Si  -0.0031  0.0186  0.0337
O  0.013  -0.0054  0.0251
O  -0.035  -0.0078  -0.0054
O  -0.0125  0.0037  -0.01
O  -0.0523  0.0786  -0.1418
O  -0.0234  -0.0324  0.0026
O  -0.0158  -0.0148  -0.0066
O  -0.0072  -0.0065  0.0045
O  0.0056  0.0182  -0.0196
O  -0.0065  0.0049  -0.0311
O  -0.0036  0.0371  0.0074
O  0.029  -0.0146  0.0351
O  0.0234  -0.0068  -0.0154
O  -0.004  -0.0229  -0.021
O  0.0115  -0.0128  -0.0056
O  0.0022  0.0009  -0.0035
O  0.0021  0.0415  0.0091
O  0.0117  -0.0071  0.0104
O  0.0027  -0.0006  -0.0156
O  0.0028  -0.0219  -0.0192
O  -0.0006  0.0083  0.0144
O  0.0366  -0.0132  -0.0018
O  0.001  -0.0159  -0.0317
O  -0.0101  0.0186  -0.0084
O  0.0254  0.0153  -0.0242
O  0.0034  0.0114  -0.0247
O  -0.0029  -0.0168  -0.051
O  -0.0123  0.0187  -0.0019
O  0.0065  0.0051  -0.0289
O  0.0105  0.0019  -0.0242
O  -0.0109  -0.0156  0.0237
O  -0.0122  -0.0035  0.0096
O  -0.0206  0.0453  -0.0201
O  0.0191  0.0072  -0.027
O  -0.0012  0.0027  -0.0251
O  -0.0066  -0.0224  0.0091
O  -0.0043  -0.0026  -0.008
O  -0.0105  0.0059  -0.0334
O  0.0067  -0.0001  -0.0311
O  -0.0042  0.0065  -0.0203
O  -0.014  -0.0123  -0.0249
O  -0.0034  0.0012  0.0206
O  0.0095  -0.0006  0.0046
O  0.0503  0.0332  0.0165
O  -0.0265  -0.0158  -0.0111
O  0.0035  0.0036  -0.0194
O  -0.0027  -0.0025  0.0115
O  0.0096  -0.0063  -0.0136
O  -0.0117  0.0325  -0.0193
O  0.0004  -0.0301  0.0095
O  0.0024  0.0024  -0.0265
O  0.0035  -0.0134  0.0074
O  0.0052  0.013  -0.0318
O  0.0344  -0.0302  0.0304
O  0.0159  -0.0031  -0.0224
O  0.1302  -0.0833  -0.0659
O  0.0133  -0.0147  0.026
O  -0.0002  0.0178  0.0135
O  -0.1128  -0.1233  -0.0431
O  -0.0122  0.004  -0.0254
O  0.0297  0.0637  0.0325
O  -0.0207  0.0192  -0.0312
O  0.0075  0.0003  -0.0019
O  0.006  -0.0035  -0.0431
O  -0.0256  -0.0151  0.0144
O  0.0022  -0.0224  -0.0116
O  0.0076  0.0224  -0.03
O  -0.019  -0.0216  0.0532
O  -0.0122  0.0177  -0.0102
H  -0.0333  0.0097  0.0083

The program warned: the cutoff lies below the one the program advises for these potential files; the exchange-correlation potential is rough where the density is thin.
